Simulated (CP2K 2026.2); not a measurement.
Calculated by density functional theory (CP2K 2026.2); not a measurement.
Periodic cell of 547 atoms, Si316O221N10, from a study of silicon, its oxide and their interface. The atomic structure is a simulated model.
Doubt: the forces sum to 2.17 eV/angstrom along one axis rather than to zero, so they err by at least 0.0040 eV/angstrom per atom on average; the grid cutoff is modest.

Settings
functional: PBE
method: Gaussian and plane waves
basis set: DZVP-MOLOPT-SR-GTH
pseudopotentials: GTH-PBE
grid cutoff: 350 Ry, relative cutoff 50 Ry
k points: Gamma only
occupations: fixed
spin: none
net charge: 0

Cell vectors (angstrom)
a 16.332 0 0
b 0 16.332 0
c 0 0 34.3686

Atoms and the computed forces on them: element, x, y, z (angstrom), force x, y, z (eV/angstrom)
Si 15.987 0.127 0.435 0.418 -0.285 0.685
Si 2.635 2.522 34.316 0.2 -0.08 0.533
Si 0.383 4.808 34.231 -0.184 0.432 0.685
Si 2.432 8.489 0.002 0.096 -0.198 0.814
Si 0.218 10.719 34.343 -0.196 0.186 0.755
Si 2.982 13.538 0.128 -0.129 -0.03 0.624
Si 5.965 15.805 0.167 -0.027 0.096 0.878
Si 7.654 2.946 34.087 0.53 -0.223 0.732
Si 5.558 5.314 0.06 -0.171 0.129 0.795
Si 8.334 8.113 34.202 -0.165 0.054 0.67
Si 5.002 11.209 0.263 0.059 0.08 0.684
Si 8.127 13.622 0.418 0.022 -0.009 0.522
Si 11.151 16.036 0.048 -0.145 0.203 0.809
Si 13.895 2.553 0.195 -0.469 0.364 0.542
Si 10.642 5.884 34.206 -0.027 -0.251 0.771
Si 13.538 8.281 0.077 0.204 -0.193 0.677
Si 10.274 11.462 34.294 0.208 -0.157 0.648
Si 13.427 13.944 0.279 -0.026 -0.264 0.719
Si 1.409 1.247 1.478 0.009 0.006 -0.07
Si 4.09 3.925 1.26 -0.009 -0.012 -0.026
Si 1.314 6.707 1.081 -0.017 0.012 -0.019
Si 3.889 9.599 1.5 -0.046 -0.006 -0.026
Si 1.332 12.32 1.322 0.01 -0.017 -0.061
Si 4.246 14.899 1.514 -0.009 0.032 -0.101
Si 6.884 1.318 1.304 -0.008 0.017 -0.072
Si 9.451 4.117 0.972 -0.032 0.018 -0.106
Si 6.782 6.924 1.24 0.012 -0.004 -0.035
Si 9.453 9.645 1.244 0.029 -0.032 -0.03
Si 6.691 12.217 1.57 0.005 -0.009 -0.045
Si 9.613 15.011 1.524 0.001 -0.013 -0.044
Si 12.153 1.425 1.304 0.004 -0.023 -0.051
Si 15.099 4.069 1.457 0.052 0.028 -0.043
Si 12.275 6.752 1.332 -0.021 0.051 -0.058
Si 14.971 9.598 1.357 0.015 0.025 -0.061
Si 12.089 12.325 1.301 0.023 -0.09 -0.066
Si 14.875 14.959 1.74 -0.029 -0.009 -0.019
Si 0.056 2.669 2.823 -0.03 -0.015 0.03
Si 2.816 16.273 2.781 0.007 -0.011 0.051
Si 16.302 8.076 2.598 0.046 0.009 0.017
Si 2.698 5.387 2.554 0.005 -0.01 0.023
Si 0.014 13.563 2.829 0.043 -0.028 0.015
Si 2.582 10.962 2.836 0.003 0.023 0.042
Si 5.468 2.648 2.675 -0.002 -0.016 0.01
Si 8.249 0.096 2.777 -0.016 -0.021 0.044
Si 5.4 8.208 2.668 -0.015 -0.011 -0.016
Si 8.163 5.472 2.526 0.007 -0.002 0.032
Si 5.459 13.586 2.972 0.009 -0.017 0.058
Si 8.106 10.819 2.781 0.006 0.022 0.01
Si 10.775 2.821 2.555 -0.038 0.02 -0.01
Si 13.484 0.117 2.852 -0.023 0.038 0.028
Si 10.907 8.254 2.6 -0.012 -0.003 0.013
Si 13.635 5.42 2.709 0.016 0.027 0.027
Si 10.902 13.614 2.86 -0.009 0.036 0.034
Si 13.537 10.956 2.649 -0.012 0.008 -0.001
Si 1.392 4.108 4.074 -0.005 -0.004 -0.003
Si 4.121 1.357 4.112 -0.001 0.024 -0.003
Si 1.272 9.461 4.061 -0.003 0.023 -0.021
Si 4.053 6.762 3.963 -0.007 0.024 -0.006
Si 1.396 14.952 4.133 0.004 0.003 -0.017
Si 4.026 12.232 4.217 -0.011 -0.026 -0.005
Si 6.83 4.1 3.966 0.038 0 -0.018
Si 9.565 1.47 4.097 0.034 -0.011 0.005
Si 6.751 9.482 4.122 -0.017 -0.005 0.02
Si 9.532 6.825 3.939 0.03 -0.029 -0.034
Si 6.869 15.035 4.157 -0.02 0.005 -0.031
Si 9.485 12.231 4.117 0.017 -0.014 -0.019
Si 12.216 4.063 3.999 0.009 -0.047 0.013
Si 14.949 1.386 4.164 0.033 -0.013 0.041
Si 12.245 9.556 4.037 -0.013 0 0.011
Si 14.963 6.803 4.057 -0.013 0.027 0.004
Si 12.222 15.012 4.2 -0.01 -0.011 -0.003
Si 14.916 12.229 4.101 -0.036 -0.025 0.009
Si 16.331 16.323 5.468 -0.015 -0.001 0.019
Si 2.737 2.733 5.431 -0.012 -0.011 0.018
Si 16.327 5.443 5.429 -0.012 0 0.006
Si 2.709 8.126 5.379 0.01 -0.013 -0.006
Si 16.256 10.826 5.436 0.002 -0.012 0.015
Si 2.707 13.623 5.54 0.014 -0.02 0.015
Si 5.474 0.034 5.497 0 -0.005 0.009
Si 8.168 2.793 5.422 -0.012 -0.015 0.011
Si 5.437 5.427 5.349 -0.007 -0.023 -0.01
Si 8.17 8.116 5.398 0.002 0.007 -0.008
Si 5.421 10.853 5.501 0.006 0.029 0.012
Si 8.188 13.627 5.498 -0.001 0.009 0.01
Si 10.871 0.066 5.502 -0.01 0.009 0.013
Si 13.569 2.752 5.465 -0.019 -0.011 0.025
Si 10.877 5.46 5.351 -0.001 0.027 -0.002
Si 13.6 8.171 5.403 -0.003 0.018 0.015
Si 10.893 10.891 5.433 0 0.012 0.001
Si 13.626 13.639 5.488 0.02 0.005 0.011
Si 1.364 1.373 6.804 -0.001 0.002 -0.001
Si 4.097 4.081 6.769 -0.014 -0.006 -0.003
Si 1.365 6.789 6.787 0.002 0.007 0.003
Si 4.045 9.47 6.802 0.005 0.002 -0.001
Si 1.297 12.227 6.784 0.007 -0.003 -0.016
Si 4.09 15.01 6.847 0.002 -0.005 0
Si 6.834 1.421 6.813 0.01 0.017 0.002
Si 9.559 4.105 6.788 -0.004 -0.009 -0.017
Si 6.806 6.757 6.751 0.008 -0.003 -0.005
Si 9.531 9.51 6.756 0.022 0.007 0.001
Si 6.797 12.256 6.821 -0.02 -0.023 -0.006
Si 9.535 15.009 6.853 0.004 0.001 0
Si 12.263 1.374 6.871 0.01 -0.029 0.008
Si 14.956 4.098 6.813 -0.01 0.002 0.018
Si 12.244 6.78 6.744 -0.001 -0.003 0.002
Si 14.939 9.491 6.824 -0.017 0.011 0.005
Si 12.255 12.255 6.806 -0.017 0 -0.013
Si 14.981 14.985 6.861 0.016 -0.018 0.018
Si 16.315 2.709 8.175 -0.012 -0.001 0.003
Si 2.716 0.031 8.201 0.011 0 0.003
Si 16.325 8.128 8.161 0.001 0.005 0.007
Si 2.713 5.403 8.145 0.013 -0.005 -0.014
Si 0.01 13.614 8.188 -0.007 -0.018 -0.006
Si 2.66 10.868 8.118 -0.022 0.015 -0.006
Si 5.429 2.738 8.159 0.012 0.009 -0.006
Si 8.184 0.064 8.187 -0.023 -0.008 -0.003
Si 5.448 8.112 8.125 -0.013 -0.007 0.008
Si 8.166 5.417 8.145 0.008 -0.003 0.004
Si 5.453 13.642 8.173 -0.001 -0.006 0.006
Si 8.197 10.886 8.138 0.007 0.02 -0.017
Si 10.905 2.743 8.21 0.015 -0.006 -0.007
Si 13.627 0.011 8.25 0.004 0.002 0.002
Si 10.903 8.153 8.099 -0.012 0 -0.018
Si 13.579 5.436 8.173 -0.005 0.017 0
Si 10.936 13.644 8.176 0.01 0.006 0.009
Si 13.614 10.892 8.164 0.013 -0.012 0.002
Si 1.359 4.04 9.542 0.008 0.002 -0.005
Si 4.095 1.379 9.556 0 0.018 -0.008
Si 1.312 9.535 9.514 -0.007 0.013 0.001
Si 4.087 6.747 9.49 0.015 -0.011 -0.01
Si 1.344 15.002 9.56 -0.019 -0.025 0.002
Si 4.016 12.272 9.431 0.009 0.011 -0.023
Si 6.785 4.072 9.518 0.01 -0.024 -0.008
Si 9.552 1.388 9.588 -0.019 -0.02 0.015
Si 6.829 9.495 9.453 0.011 0.005 -0.005
Si 9.562 6.786 9.453 0.012 -0.009 -0.006
Si 6.815 15.035 9.516 -0.025 0.001 -0.008
Si 9.569 12.273 9.496 -0.021 -0.02 -0.004
Si 12.289 4.05 9.608 0.01 0.018 0.015
Si 14.994 1.376 9.619 0.002 -0.016 -0.009
Si 12.28 9.48 9.477 -0.01 0.011 0.006
Si 14.967 6.76 9.524 -0.011 0.019 -0.014
Si 12.276 14.96 9.617 0.018 -0.013 0
Si 14.984 12.256 9.523 -0.01 0.018 0
Si 0.013 0.016 10.998 -0.005 -0.01 -0.006
Si 2.726 2.701 10.94 0.003 -0.006 0.013
Si 16.275 5.349 10.896 -0.017 -0.017 0.012
Si 2.711 8.141 10.77 0.013 0.006 0.003
Si 16.28 10.89 10.915 -0.013 -0.012 -0.001
Si 2.7 13.611 10.868 0.011 0.018 0.006
Si 5.441 0.008 10.922 0.018 -0.022 0.027
Si 8.098 2.705 10.901 -0.02 0.015 0.016
Si 5.436 5.412 10.905 -0.015 -0.001 0.007
Si 8.188 8.099 10.81 0.007 0.011 -0.003
Si 5.426 10.919 10.688 -0.005 0.001 0.004
Si 8.249 13.721 10.822 0.008 0.01 -0.02
Si 10.933 0.033 10.972 0.036 -0.007 -0.014
Si 13.679 2.715 11.06 -0.004 -0.008 -0.008
Si 10.899 5.459 10.872 -0.002 -0.005 0.014
Si 13.657 8.161 10.879 0.006 0.007 0.032
Si 10.941 10.863 10.798 -0.006 0.008 0.015
Si 13.691 13.588 10.952 0.031 -0.004 0.008
Si 1.437 1.323 12.38 -0.012 -0.009 -0.015
Si 4.064 4.075 12.3 -0.006 -0.01 -0.012
Si 1.269 6.828 12.088 0.009 0.036 -0.03
Si 4.125 9.522 12.028 0.003 0.01 -0.056
Si 1.331 12.265 12.226 -0.013 0.01 0.005
Si 4.052 14.96 12.244 -0.004 -0.018 -0.026
Si 6.795 1.324 12.344 0.02 0.002 -0.022
Si 9.393 4.18 12.165 -0.013 0.046 -0.04
Si 6.817 6.79 12.226 -0.007 -0.018 -0.011
Si 9.591 9.46 12.089 0.01 0.007 -0.039
Si 6.774 12.35 11.963 -0.017 0.004 -0.046
Si 9.575 15.017 12.335 -0.052 -0.019 -0.003
Si 12.29 1.349 12.411 0.019 -0.034 0.012
Si 15.11 3.996 12.502 0.062 0.016 0.031
Si 12.384 6.727 12.223 -0.023 -0.043 -0.04
Si 14.917 9.555 12.327 -0.014 0.042 -0.025
Si 12.36 12.107 12.207 0.015 -0.026 -0.043
Si 14.993 14.984 12.387 -0.011 -0.012 -0.007
Si 0.272 2.648 13.946 -0.01 0.034 0.053
Si 2.731 16.222 13.751 -0.015 -0.018 0.083
Si 0.027 8.174 13.547 -0.002 0.002 0.063
Si 2.635 5.576 13.445 0.036 -0.043 0.001
Si 0.059 13.583 13.719 -0.031 0.022 0.039
Si 2.758 10.831 13.371 0.005 0.006 0.058
Si 5.331 2.624 13.706 0.002 -0.033 0.023
Si 8.205 0.009 13.803 -0.009 0.003 0.079
Si 5.497 8.261 13.455 0.006 0.021 0.059
Si 8.029 5.423 13.709 -0.012 -0.022 0.043
Si 5.498 13.618 13.477 0.037 0.016 0.049
Si 8.124 10.917 13.141 0.003 -0.044 -0.014
Si 10.772 2.845 13.44 -0.003 0.004 0.019
Si 13.657 16.318 13.893 0.015 0.01 0.029
Si 10.947 8.087 13.45 -0.005 0.01 0.065
Si 13.732 5.435 13.785 -0.02 0.023 0.034
Si 11.079 13.555 13.453 0.056 0.015 -0.003
Si 13.499 10.772 13.835 0.006 -0.048 0.066
Si 1.795 4.197 15.138 -0.149 -0.123 -0.813
Si 4.276 1 15.137 -0.242 0.355 -0.781
Si 1.668 9.313 14.765 -0.106 0.118 -0.822
Si 3.849 7.16 14.636 0.053 -0.005 -0.747
Si 1.298 15.013 15.208 0.099 -0.234 -0.763
Si 4.336 11.964 14.612 -0.073 0.158 -0.763
Si 6.824 3.805 15.037 -0.134 0.249 -0.734
Si 9.271 1.835 14.939 -0.007 -0.273 -0.785
Si 6.658 9.915 14.634 0.088 -0.222 -0.756
Si 9.732 6.623 14.772 -0.232 0.05 -0.762
Si 6.536 15.111 14.984 0.367 -0.204 -0.709
Si 9.52 12.195 14.429 0.211 -0.168 -0.73
Si 11.891 4.372 14.803 0.22 -0.022 -0.808
Si 15.422 0.978 15.24 -0.105 0.137 -0.793
Si 12.366 8.962 15.125 -0.241 0.493 -0.751
Si 14.94 7.085 15.064 0.058 -0.303 -0.725
Si 12.488 14.558 15.049 -0.056 0.271 -0.754
Si 14.776 12.415 14.955 0.075 -0.222 -0.834
Si 8.622 15.522 25.135 -0.11 0.014 0.159
Si 4.446 4.911 16.539 -0.013 -0.113 -0.25
Si 7.544 8.621 21.082 0.047 0 -0.021
Si 12.204 10.118 32.751 -0.203 0.029 -0.112
Si 4.263 11.649 22.578 0.239 0.164 -0.273
Si 4.221 2.353 24.054 -0.027 0.031 0.194
Si 16.054 5.102 21.924 -0.015 0.003 -0.17
Si 8.619 0.673 20.616 -0.098 0.152 0.011
Si 7.552 12.646 25.487 0.192 -0.104 0.13
Si 5.366 4.205 21.749 -0.048 0.005 -0.102
Si 11.915 5.876 31.346 -0.005 0.001 0.206
Si 2.783 13.042 17.183 0.019 0.205 -0.218
Si 6.414 10.905 27.52 0.14 0.104 0.031
Si 15.566 7.934 21.283 0.028 -0.042 -0.153
Si 4.179 9.54 26.276 -0.157 0.003 0.149
Si 15.657 7.746 26.491 0.061 0.023 -0.026
Si 8.37 3.479 21.77 0.03 -0.34 -0.014
Si 7.613 11.487 20.203 -0.005 0.089 -0.019
Si 15.071 15.564 19.736 0.085 0.103 0.059
Si 6.182 11.984 30.181 -0.115 -0.037 0.271
Si 8.627 12.259 28.528 -0.064 0.026 -0.127
Si 10.225 7.2 20.024 -0.151 0.047 -0.066
Si 10.534 0.241 27.459 0.09 -0.006 0.137
Si 4.636 13.688 24.847 -0.153 0.033 -0.071
Si 9.381 1.272 23.335 -0.129 0.03 -0.231
Si 8.662 10.633 16.662 -0.004 0.114 -0.179
Si 0.388 11.111 17.049 0.078 0.114 -0.366
Si 12.245 5.348 21.17 -0.03 -0.062 -0.043
Si 13.951 1.475 18.001 0.15 0.078 -0.189
Si 4.692 6.65 26.884 -0.085 -0.065 0.143
Si 5.704 16.04 20.054 -0.084 0.033 -0.14
Si 14.664 4.244 19.475 -0.027 0.017 -0.239
Si 7.271 10.861 22.965 0.1 -0.003 0.009
Si 6.044 0.832 25.964 0.046 0.04 0.027
Si 1.874 5.949 27.068 0.1 -0.014 0.245
Si 0.253 13.343 25.935 -0.017 -0.006 0.055
Si 8.796 9.394 28.376 0.007 0.048 0.116
Si 0.263 0.455 22.069 -0.099 -0.051 -0.257
Si 3.576 0.908 27.415 0.187 0.066 0.125
Si 1.637 3.034 22.894 0.078 -0.008 0.076
Si 12.711 8.094 21.299 -0.07 0.068 0.071
Si 2.292 14.902 31.746 0.006 0.132 0.19
Si 8.811 1.687 29.623 -0.124 -0.095 0.02
Si 9.657 7.17 26.845 0.058 0.016 0.153
Si 10.556 12.375 19.735 0.02 0.052 -0.15
Si 2.78 14.454 27.378 0.218 -0.144 0.215
Si 10.838 14.393 17.75 0.042 -0.09 -0.281
Si 2.886 5.953 19.021 -0.055 0.08 -0.297
Si 13.897 8.224 31.493 -0.054 0.104 0.175
Si 4.537 14.578 29.965 -0.145 0.185 0.233
Si 3.656 1.083 18.263 0.15 0.031 -0.307
Si 2.587 9.784 28.922 -0.021 0.027 0.046
Si 0.022 9.162 23.798 0.072 0.074 0.065
Si 13.206 1.582 27.779 -0.009 -0.043 0.204
Si 11.551 5.385 25.596 -0.094 -0.04 -0.02
Si 10.854 14.217 29.318 0.051 -0.008 0.254
Si 13.639 0.028 22.075 0.064 -0.106 -0.127
Si 13.596 4.124 29.666 0.071 0.007 0.229
Si 10.133 8.307 17.199 0.163 0.121 -0.269
Si 4.64 7.192 21.277 0.039 0.08 -0.297
Si 4.898 13.017 19.674 -0.091 -0.243 -0.04
Si 9.493 6.843 29.712 0.06 -0.023 0.079
Si 2.662 13.592 21.491 0.247 -0.007 -0.139
Si 14.516 12.069 32.63 0.138 0.094 0.092
Si 11.336 2.483 17.034 -0.044 0.08 -0.329
Si 4.206 15.835 22.815 0.065 -0.136 -0.2
Si 1.776 3.03 25.87 0.105 0.026 -0.16
Si 2.272 12.694 29.692 0.045 0.076 0.025
Si 4.306 7.194 32.201 0.066 0.122 0.265
Si 14.8 12.9 21.247 0.001 0.098 -0.036
Si 7.746 4.437 29.567 -0.032 -0.052 0.166
Si 7.271 5.309 26.572 0.133 0.006 0.225
Si 0.262 5.776 17.4 0.104 0.068 -0.13
Si 5.999 0.74 28.845 0.084 0.075 0.242
Si 13.554 4.475 23.545 0.001 -0.229 -0.132
Si 3.135 3.343 20.213 -0.027 0.014 -0.16
Si 6.571 2.385 31.231 0.097 -0.147 0.249
Si 3.444 6.901 29.4 -0.11 0.048 0.1
Si 4.254 0.688 32.181 -0.27 -0.146 0.061
Si 15.51 10.423 19.785 -0.06 0.013 -0.08
Si 10.092 2.798 19.593 -0.024 -0.017 -0.128
Si 13.624 0.028 30.336 -0.021 -0.002 0.112
Si 3.056 9.084 23.307 0.059 -0.034 -0.035
Si 15.705 12.182 28.398 0.001 -0.033 0.162
Si 12.817 10.807 20.892 -0.003 0.08 -0.025
Si 1.598 15.63 19.649 -0.008 0.197 -0.027
Si 0.461 12.268 23.23 -0.231 0.061 -0.033
Si 16.291 0.533 31.914 0.036 -0.014 0.161
Si 15.773 9.301 29.185 0.077 0.002 0.309
Si 10.765 0.104 31.386 0.116 -0.167 0.164
Si 13.579 13.334 29.995 -0.027 -0.062 0.171
Si 15.004 2.929 25.75 -0.046 0.043 0.019
Si 11.949 2.442 22.035 -0.127 0.185 -0.127
Si 9.087 3.729 24.659 0.005 0.06 -0.061
Si 11.066 15.162 20.552 0.014 -0.109 -0.24
Si 15.298 3.365 32.123 0.044 -0.032 0.248
Si 13.949 5.425 27.17 -0.038 0.102 0.203
Si 8.161 13.546 16.659 -0.067 -0.112 0.011
Si 15.358 14.752 23.721 -0.058 -0.087 -0.17
Si 6.342 9.518 32.27 0.116 -0.035 0.126
O 1.428 0.252 20.949 0.547 0.377 0.346
O 4.689 6.389 28.491 0.415 -0.44 0.281
O 12.135 9.015 33.938 -0.37 -0.088 0.289
O 14.126 7.776 20.563 0.008 -0.28 -0.649
O 10.737 6.783 25.718 -0.009 0.539 -0.575
O 5.633 15.486 29.155 0.106 -0.255 -0.426
O 2.362 4.742 19.964 -0.37 0.085 0.178
O 16.176 15.986 33.268 -0.195 -0.428 -0.377
O 11.268 15.394 28.298 0.397 0.044 -0.35
O 1.63 4.406 26.712 -0.409 0.034 0.323
O 2.872 11.175 29.721 0.555 -0.158 0.361
O 10.476 4.211 25.316 0.096 -0.322 0.316
O 14.792 5.304 22.914 0 0.275 0.425
O 13.278 1.573 22.259 0.294 0.309 0.117
O 15.94 4.728 32.777 -0.226 0.413 -0.505
O 5.636 10.248 33.506 -0.179 -0.162 0.003
O 12.029 13.118 29.566 -0.287 -0.68 -0.222
O 2.6 16.023 27.742 -0.444 0.009 0.321
O 0.654 6.839 26.542 0.193 -0.142 -0.203
O 10.905 1.747 23.058 0.185 -0.052 0.206
O 7.139 16.199 25.275 -0.145 -0.211 -0.445
O 14.974 0.555 31.005 -0.1 0.282 -0.097
O 14.395 13.458 33.425 0.145 0.082 -0.269
O 2.391 14.561 33.347 -0.387 0.123 -0.158
O 10.808 10.928 32.807 -0.285 0.019 -0.448
O 9.491 7 33.785 0.053 -0.093 -0.451
O 14.821 3.662 30.62 0.097 -0.09 -0.575
O 2.057 14.154 20.107 -0.205 -0.555 -0.263
O 4.89 6.013 33.126 -0.137 -0.068 -0.316
O 8.173 6.648 26.483 -0.372 0.183 -0.52
O 1.641 12.576 22.183 -0.085 -0.134 -0.319
O 3.699 14 26.122 0.008 0.005 -0.031
O 14.837 1.558 16.645 -0.042 0.195 0.336
O 3.876 7.995 22.45 0.048 -0.078 0.064
O 5.455 16.247 15.386 -0.146 -0.008 0.166
O 8.669 13.411 15.127 -0.04 0.724 -0.387
O 14.545 14.074 20.142 -0.297 -0.149 -0.277
O 3.674 7.056 19.94 -0.276 0.49 -0.165
O 4.579 6.361 15.84 0.56 0.336 0.17
O 5.346 10.669 26.337 0.126 0.274 -0.381
O 8.943 2.117 24.66 -0.423 -0.123 0.454
O 13.634 14.789 30.639 -0.132 0.029 0.54
O 4.987 14.985 23.936 0.609 0.089 0.203
O 5.076 0.742 18.969 0.545 0.394 0.083
O 7.287 16.257 20.158 0.245 -0.306 0.019
O 8.054 2.809 15.486 0.133 -0.033 0.207
O 8.801 7.624 20.723 -0.128 -0.143 0.083
O 7.53 9.687 15.987 0.019 -0.328 0.377
O 14.187 3.215 24.365 0.054 -0.255 -0.174
O 10.845 5.535 15.297 0.051 -0.084 0.401
O 9.229 14.422 17.489 -0.222 0.479 0.38
O 13.724 8.108 15.446 0.049 -0.052 0.436
O 7.53 9.871 20.038 -0.04 -0.184 -0.657
O 10.791 13.587 20.789 0.173 0.083 0.681
O 12.405 15.645 21.306 0.277 0.04 0.09
O 6.237 12.089 19.573 -0.178 -0.269 -0.014
O 12.386 15.037 34.022 0.194 0.196 -0.368
O 4.603 0.189 26.361 -0.291 -0.694 -0.087
O 4.927 3.362 23.03 0.171 0.131 0.182
O 2.078 14.403 16.538 0.083 0.062 0.408
O 13.682 13.524 15.47 0.26 0.04 0.316
O 11.132 12.874 18.283 0.442 -0.602 -0.055
O 1.533 12.106 17.577 -0.064 -0.153 0.658
O 5.079 16.243 21.525 0.221 0.327 0.205
O 0.946 4.499 22.781 0.078 0.442 0.147
O 1.283 14.048 26.934 -0.236 0.032 0.166
O 3.3 3.97 15.824 0.333 -0.242 -0.069
O 11.368 2.384 20.519 0.554 -0.159 0.002
O 3.637 9.368 24.787 0.156 -0.05 0.005
O 9.38 9.658 17.72 -0.164 0.16 0.519
O 11.208 15.402 18.951 0.44 0.514 0.018
O 12.226 3.498 16.138 0.686 -0.183 0.529
O 13.381 12.169 21.547 -0.493 0.24 0.637
O 8.311 5.832 30.148 -0.151 0.196 0.493
O 6.944 4.152 21.579 0.179 0.479 -0.286
O 5.477 10.921 15.12 -0.159 -0.099 0.414
O 9.769 15.963 21.07 -0.01 0.067 0.294
O 0.068 6.545 21.246 0.629 0.089 -0.456
O 1.55 6.441 18.188 -0.049 0.632 0.337
N 2.605 3.004 24.354 0.073 0.04 -0.054
O 11.364 11.086 20.251 -0.16 -0.556 0.149
O 3.596 12.466 15.938 -0.126 0.089 0.2
O 5.426 14.537 19.602 0.352 0.112 -0.408
O 9.747 15.961 26.206 0.24 0.078 -0.135
N 3.323 13.813 28.895 0.049 -0.129 -0.219
O 15.781 6.818 16.449 0.126 0.173 0.333
O 15.35 8.346 22.832 -0.53 -0.236 0.456
O 5.921 4.231 16.366 0.206 0.052 0.554
O 7.779 11.434 24.393 0.249 -0.334 0.198
O 10.147 7.256 18.413 -0.179 -0.63 -0.091
O 11.411 8.253 20.353 -0.138 0.464 0.036
O 2.957 14.898 22.405 -0.216 0.062 0.46
O 15.391 8.461 27.893 -0.315 -0.164 0.002
O 3.16 10.469 22.491 -0.527 0.026 -0.148
N 7.658 12.055 27.101 -0.026 0.162 -0.164
O 3.772 1.326 16.667 -0.411 0.353 0.327
O 2.678 2.096 26.836 -0.033 0.241 0.094
O 0.167 16.13 15.661 0.015 0.104 0.135
O 4.721 3.566 20.414 0.447 -0.125 -0.292
O 7.72 9.328 22.569 0.364 -0.217 0.619
O 9.046 4.16 23.088 0.069 0.545 0.049
O 8.984 12.057 19.568 -0.029 0.253 -0.097
O 4.497 1.413 28.672 -0.228 0.568 0.419
O 14.357 6.785 26.395 -0.219 0.279 -0.55
O 10.602 3.36 18.182 -0.059 0.56 0.116
O 2.57 2.768 21.6 0.022 -0.305 0.079
O 14.56 13.269 28.726 -0.153 0.361 -0.676
O 5.765 5.707 26.166 -0.047 -0.286 -0.449
O 12.71 5.457 24.497 0.041 0.391 -0.195
O 7.655 12.531 29.8 0.292 0.116 0.464
O 11.745 1.267 27.134 -0.193 0.423 -0.185
O 16.315 10.73 23.386 -0.017 -0.088 -0.303
O 0.089 2.151 32.186 0.41 0.054 0.175
O 11.498 5.487 32.867 0.191 -0.352 -0.133
O 3.791 0.904 23.468 -0.295 0.064 -0.029
O 11.644 14.817 16.422 -0.01 0.064 0.127
O 7.776 11.85 21.782 0.204 0.484 0.204
O 6.605 3.893 30.596 -0.256 0.606 -0.029
O 10.245 1.59 16.231 0.035 -0.268 0.445
O 6.104 7.855 20.965 0.122 -0.264 -0.158
O 4.883 5.725 21.891 -0.207 -0.116 0.563
O 9.853 11.11 15.633 0.657 -0.047 0.209
O 0.263 15.747 23.325 0.372 -0.063 0.351
O 15.869 12.172 26.793 -0.084 -0.482 -0.238
O 15.85 8.832 25.305 -0.275 0.42 0.122
O 4.99 8.208 26.671 0.629 0.085 -0.069
N 15.136 0.083 21.218 0.033 0.185 0.057
O 7.961 12.013 17.174 -0.249 -0.194 0.577
O 2.656 16.194 18.593 -0.154 -0.485 -0.298
O 7.236 4.665 28.052 -0.33 0.007 -0.156
O 9.285 7.531 16.049 -0.638 0.102 0.318
O 3.095 1.489 33.072 -0.253 -0.218 -0.199
O 1.031 12.699 24.682 0.425 -0.348 -0.153
O 6.05 13.177 25.363 -0.208 0.178 -0.09
O 9.178 1.487 19.328 -0.085 -0.242 -0.467
O 15.635 4.055 20.759 0.361 -0.37 0.237
O 6.424 10.711 31.172 0.187 0.123 -0.095
O 3.223 6.372 26.277 0.092 0.181 -0.43
O 2.121 6.277 28.663 -0.432 0.015 0.389
O 2.087 13.401 31.149 -0.082 -0.361 0.18
O 13.953 15.535 23.443 -0.417 0.109 0.561
O 0.241 2.551 25.57 0.093 -0.343 -0.083
O 15.178 10.777 28.971 -0.566 0.171 -0.045
O 0.842 4.659 16.373 -0.175 -0.111 0.28
O 7.828 4.271 25.487 -0.346 -0.429 0.006
O 10.059 6.44 28.244 0.215 -0.278 -0.035
O 3.164 7.999 33.008 -0.299 0.006 -0.595
O 14.324 2.771 18.898 -0.081 0.036 0.292
O 12.381 1.461 17.67 -0.134 -0.613 0.389
O 13.386 11.101 33.237 -0.081 0.003 0.578
O 8.932 8.363 29.624 -0.206 0.065 0.603
O 1.523 8.621 23.51 0.065 -0.597 0.175
O 3.993 5.252 18.044 0.32 0.169 0.371
O 0.154 15.466 18.966 0.086 0.083 -0.305
O 12.708 9.368 31.408 -0.336 0.054 -0.572
O 6.715 1.099 27.422 0.628 0.345 -0.192
O 10.819 5.743 20.472 -0.355 -0.428 -0.21
O 13.681 0.387 28.765 0.347 -0.265 -0.226
O 6.659 4.228 33.911 -0.092 0.223 -0.135
O 4.011 12.35 33.951 -0.135 -0.218 -0.627
O 3.853 12.971 18.408 -0.044 -0.033 0.08
O 7.737 8.87 32.853 0.208 -0.096 -0.563
O 12.501 6.696 22.089 0.062 0.04 0.465
O 11.547 8.823 16.55 0.271 0.236 0.577
O 15.498 5.105 18.378 -0.451 0.032 0.269
O 9.124 12.596 33.925 -0.235 -0.143 -0.268
O 8.919 3.307 29.531 0.683 0.266 0.145
O 9.652 13.478 28.549 -0.157 0.116 -0.499
O 0.467 1.909 22.748 -0.386 0.094 0.323
O 12.277 0.601 31.037 -0.013 0.401 -0.146
O 2.784 8.228 15.285 0.177 0.162 0.574
N 8.439 1.751 21.963 -0.274 -0.052 0.177
O 13.881 10.351 19.74 -0.329 -0.019 -0.322
O 12.373 5.096 26.953 -0.353 -0.159 0.531
O 3.965 12.563 23.892 -0.297 0.039 0.154
O 15.528 11.885 16.292 -0.074 0.159 0.501
O 15.5 14.369 25.291 -0.569 0.357 0.135
O 8.527 13.906 25.184 0.256 -0.152 -0.208
O 13.238 6.793 31.195 0.424 -0.165 -0.359
O 5.552 11.409 28.799 -0.786 -0.175 -0.306
O 7.535 2.308 32.562 0.335 -0.488 -0.366
O 15.815 11.813 20.567 0.604 0.306 -0.024
O 9.193 16.045 23.707 0.065 -0.217 -0.303
O 2.971 2.388 18.929 -0.309 0.182 -0.363
O 13.946 3 32.981 -0.39 -0.195 -0.262
N 12.412 4.056 22.305 -0.024 0.049 0.187
O 15.946 11.374 32.95 0.209 0.144 -0.561
O 5.471 2.116 25.116 0.087 0.517 -0.232
O 1.048 9.4 29.225 -0.037 -0.131 0.047
O 14.9 1.298 0.249 -0.207 -0.236 0.148
O 9.592 8.762 27.106 0.47 0.327 -0.538
O 1.321 9.598 33.888 -0.005 0.035 -0.491
O 14.123 0.042 18.725 -0.36 -0.343 0.053
O 9.404 10.843 28.758 0.6 -0.054 0.325
O 13.311 5.029 19.954 -0.201 0.101 -0.36
O 5.662 10.893 22.825 -0.153 -0.349 0.206
O 10.499 0.088 32.982 -0.577 0.171 -0.123
O 10.484 14.964 30.724 -0.424 -0.317 0.309
O 3.645 6.447 30.927 -0.034 -0.298 -0.013
O 9.162 3.831 20.407 0.014 0.535 -0.153
O 14.123 5.388 28.783 0.254 0.261 0.11
O 14.258 1.749 26.566 0.277 -0.374 -0.348
O 5.45 8.261 31.764 0.048 -0.199 -0.241
O 14.16 12.283 31.082 0.035 -0.369 -0.314
O 5.34 0.059 33.178 0.282 0.211 -0.454
N 7.145 1.34 29.979 0.043 -0.144 0.048
O 10.687 6.732 30.765 0.037 0.238 0.055
O 5.28 13.263 30.663 -0.16 0.06 0.583
O 1.638 3.78 33.936 0.018 0.04 -0.188
N 3.772 15.622 31.193 0.004 0.02 -0.222
O 3.439 8.528 29.466 0.265 0.064 0.251
O 1.193 16.023 31.262 0.075 -0.089 -0.338
N 15.496 13.323 22.756 -0.088 -0.041 0.144
O 2.973 9.905 27.329 -0.241 0.092 -0.369
O 16.069 10.373 18.298 0.085 -0.332 0.147
O 14.937 4.29 26.601 0.499 0.102 0.164
O 1.03 10.003 16.079 -0.195 0.032 0.21
O 0.782 12.549 29.092 -0.059 0.14 0.09
O 7.226 9.574 27.997 -0.288 -0.438 0.155
O 12.285 4.533 30.534 -0.42 -0.519 -0.15
O 6.81 14.403 16.462 -0.347 -0.145 0.695
O 15.111 8.624 30.509 0.461 -0.193 -0.035
N 4.103 12.681 21.181 -0.106 -0.087 0.076
O 5.038 1.91 31.455 -0.35 0.322 -0.45
O 12.776 9.577 21.973 -0.156 0.139 0.743
O 14.407 8.094 33.044 0.453 -0.217 -0.012
O 7.092 14.688 34.042 -0.14 0.163 -0.586
O 13.162 2.915 28.693 -0.065 -0.091 -0.023
O 9.733 1.201 30.847 -0.203 0.246 0.228
O 9.386 0.98 28.311 -0.341 0.053 -0.291
O 16.258 9.183 20.527 0.404 0.037 0.163

Results
total energy: -133404.619 eV
total energy less fixed offsets of N -271.95, O -438.35, Si -107.03 eV per atom: 11.711 eV
